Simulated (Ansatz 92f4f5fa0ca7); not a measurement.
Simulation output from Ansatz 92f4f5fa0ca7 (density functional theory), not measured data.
Periodic cell of 236 atoms, Si145O89B2, from a study of silicon, its oxide and their interface. The atomic structure is a simulated model.

Settings: functional PBE; potential files Ansatz PAW; basis plane waves; wave-function cutoff 700 eV; density cutoff ratio 5; exchange-correlation grid ratio 1; k mesh 2 x 2 x 1, shifted by 0.5 0.5 0.5 of a step; self-consistency stop 5e-08 eV per atom in the density residual; occupations fixed; spin none; net charge 0.

Cell vectors (angstrom)
a 11.6015 0 0
b 0 10.938 0
c 0 0 32.0622

Atoms and the computed forces on them: element, x, y, z (angstrom), force x, y, z (eV/angstrom)
Si -0.1887 -0.0572 23.2649 0.0048 -0.0359 -0.0157
Si 3.6786 0.2098 23.0862 -0.0367 -0.0547 -0.0011
Si 7.5626 -0.1363 23.4416 0.0507 -0.0468 -0.0604
Si 1.6958 1.3834 23.3988 -0.0481 0.0373 -0.0292
Si 5.7443 1.4045 23.1901 0.0792 0.0624 0.0086
Si 9.4493 1.2328 23.3569 -0.0302 0.0354 -0.0317
Si 0.1655 5.3215 23.4551 -0.0757 -0.0244 -0.0385
Si 4.127 5.3027 23.397 -0.0041 -0.0125 -0.0659
Si 8.0376 5.6107 23.5373 0.0383 -0.067 0.0058
Si 2.1644 6.59 23.3609 -0.0068 0.0645 0.0123
Si 5.9732 6.7724 23.4769 -0.0818 0.0355 -0.028
Si 10.0131 6.8729 23.5895 0.035 0.0171 -0.0699
Si 1.9092 2.6673 25.3719 0.0123 -0.0558 -0.0064
Si 5.8359 2.6567 25.2546 0.0449 -0.0695 -0.0204
Si 9.6356 2.6911 25.2581 0.0116 -0.0865 -0.0208
Si 11.6041 4.0099 25.38 0.0113 0.0665 -0.0065
Si 3.898 3.976 25.3217 0.0011 0.0656 0.021
Si 7.747 4.0952 25.3373 -0.0167 0.0871 -0.0085
Si 1.9775 8.1551 25.1869 0.0049 -0.0924 0.0113
Si 5.7785 8.1734 25.36 -0.0205 -0.0743 -0.0064
Si 9.7155 8.2688 25.4225 0.0072 -0.0551 -0.0004
Si 11.644 9.5673 25.2552 0.0414 0.0714 -0.017
Si 3.869 9.5936 25.0646 0.0156 0.0999 -0.0069
Si 7.6949 9.5238 25.4044 -0.0061 0.0555 -0.0146
Si 11.6525 -0.0084 27.2019 -0.0139 -0.0511 0.005
Si 3.903 -0.0531 27.1199 -0.0235 -0.0451 0.0096
Si 7.7613 -0.0128 27.2813 -0.0142 -0.0341 -0.0009
Si 1.9876 1.3148 27.2717 -0.0062 0.0464 0.0047
Si 5.8299 1.3238 27.2061 -0.0202 0.0437 0.0169
Si 9.6984 1.3347 27.2042 -0.0191 0.0379 0.0137
Si 11.5956 5.4717 27.2345 0.0187 -0.0465 0.0044
Si 3.8484 5.424 27.2154 -0.0007 -0.0388 -0.0071
Si 7.7148 5.4634 27.2612 0.0155 -0.0433 0.0046
Si 1.9398 6.8301 27.1762 0.0251 0.0461 0.0132
Si 5.7616 6.8013 27.2689 0.0034 0.0448 0.0019
Si 9.6581 6.818 27.2754 -0.0012 0.0314 -0.0032
Si 1.9457 2.7245 29.1714 0.0025 -0.0309 -0.0046
Si 5.7948 2.7123 29.1414 -0.0011 -0.0273 0.0099
Si 9.6823 2.7242 29.1421 0.0022 -0.0259 0.0079
Si 0.0128 4.0987 29.1621 0.0005 0.0263 0.0102
Si 3.8676 4.0894 29.1673 0.001 0.0282 0.0053
Si 7.7326 4.079 29.1729 0.0013 0.0253 0.0024
Si 1.9423 8.1877 29.1361 0.0049 -0.0298 0.0019
Si 5.7927 8.1947 29.1748 -0.0094 -0.0213 -0.0001
Si 9.6755 8.2043 29.1835 0.0069 -0.0235 -0.0036
Si 0.011 9.565 29.146 0.0061 0.0288 0.0154
Si 3.8721 9.5678 29.1216 -0.0029 0.0322 0.0165
Si 7.7357 9.5488 29.1889 0.003 0.0261 0.0038
Si 0 0 31.0965 0.0357 -0.0718 -0.1076
Si 3.8672 0 31.0965 -0.0179 -0.0201 -0.2193
Si 7.7343 0 31.0965 -0.0329 -0.0122 0.0921
Si 1.9336 1.3673 31.0965 -0.011 -0.0339 0.0752
Si 5.8008 1.3673 31.0965 -0.0129 0.022 -0.0924
Si 9.6679 1.3673 31.0965 0.0129 -0.0056 -0.1014
Si 0 5.469 31.0965 0.0099 -0.0771 -0.0076
Si 3.8672 5.469 31.0965 0.0167 -0.0129 0.0064
Si 7.7343 5.469 31.0965 -0.0074 -0.0672 0.0126
Si 1.9336 6.8362 31.0965 0.0084 0.0308 -0.1274
Si 5.8008 6.8362 31.0965 -0.031 -0.0477 0.1064
Si 9.6679 6.8362 31.0965 0.0388 -0.0796 0.1293
Si 1.9336 2.7345 0.9679 -0.0007 0.0508 -0.0366
Si 5.8008 2.7345 0.9679 -0.0295 -0.0083 -0.1597
Si 9.6679 2.7345 0.9679 0.0176 -0.002 0.0789
Si 0 4.1018 0.9679 -0.0607 0.0624 -0.1125
Si 3.8672 4.1018 0.9679 0.0082 0.0431 0.0755
Si 7.7343 4.1018 0.9679 -0.0434 0.1485 0.2031
Si 1.9336 8.2035 0.9679 0.0103 0.0126 -0.0559
Si 5.8008 8.2035 0.9679 -0.0673 -0.0296 0.0551
Si 9.6679 8.2035 0.9679 -0.0388 -0.0049 0.112
Si 0 9.5708 0.9679 -0.0525 0.0087 -0.1073
Si 3.8672 9.5708 0.9679 -0.003 -0.0016 0.0846
Si 7.7343 9.5708 0.9679 0.0423 -0.0232 0.0241
Si 11.5947 0.0039 2.8878 0.0089 -0.0415 -0.0115
Si 3.8514 0.0012 2.9244 -0.012 -0.0508 -0.011
Si 7.734 -0.0002 2.8961 -0.0094 -0.049 0.0092
Si 1.9231 1.3592 2.8828 -0.0161 0.0634 -0.0185
Si 5.8068 1.3471 2.8664 0.0068 0.053 -0.0145
Si 9.651 1.3714 2.9153 -0.0212 0.0532 -0.0086
Si 11.5675 5.4902 2.8759 0.0033 -0.0571 -0.0143
Si 3.8431 5.4593 2.9231 0.011 -0.0514 -0.0102
Si 7.7 5.5038 2.9174 0.0197 -0.0321 -0.0228
Si 1.9132 6.8205 2.8808 0.018 0.059 -0.0096
Si 5.7589 6.8652 2.9268 0.0111 0.0507 -0.0136
Si 9.6394 6.8649 2.9338 -0.0146 0.0341 -0.0195
Si 1.865 2.6764 4.8738 -0.0101 -0.0852 -0.0147
Si 5.8171 2.7331 4.7587 0.0481 -0.1108 0.0291
Si 9.5891 2.7914 4.8253 -0.0186 -0.1097 0.0179
Si 11.5554 4.0903 4.7618 -0.0211 0.0818 0.0066
Si 3.8581 4.017 4.8205 0.0086 0.0777 0.0014
Si 7.7116 4.2016 4.892 -0.0102 0.1159 0.025
Si 1.9242 8.1476 4.8277 0.0242 -0.0885 0.0355
Si 5.7456 8.2864 4.8446 0.0209 -0.089 0.0003
Si 9.6335 8.2653 4.872 -0.0532 -0.0738 0.0296
Si 11.599 9.5746 4.8113 0.042 0.1126 0.0117
Si 3.7782 9.6072 4.9001 -0.0324 0.1057 0.0136
Si 7.702 9.6457 4.8761 0.0327 0.062 0.0107
Si 11.6113 0.2325 6.6109 0.0651 -0.1202 0.1072
Si 3.4595 0.268 6.721 -0.046 -0.0844 0.1003
Si 7.6303 0.0499 6.8711 0.0246 -0.0311 0.0094
B 1.7546 1.1476 6.1567 -0.0371 0.0915 -0.0446
Si 5.6119 1.3644 6.6802 0.0778 0.0449 0.0049
Si 9.6223 1.5001 6.8167 -0.0597 0.0543 0.029
Si 11.591 5.4846 6.6608 -0.0155 -0.0375 0.0679
Si 4.0249 5.2928 6.8134 0.0534 -0.0299 0.0475
Si 7.7722 5.6652 6.8521 -0.0537 -0.0818 -0.0211
Si 2.0505 6.6088 6.6747 -0.0389 0.1003 -0.0154
Si 5.8097 6.9298 6.7735 -0.0597 0.0358 0.0685
Si 9.7998 7.0294 6.9026 0.0059 0.0519 0.0154
O 10.0434 8.0471 8.2294 -0.0076 0.0093 -0.0225
O 7.6229 9.8962 8.1568 -0.0144 -0.0074 -0.0173
O 7.4429 4.7475 8.2173 0.0637 -0.0159 0.0197
O 3.1325 10.7165 8.2891 0.0553 -0.0228 -0.0108
O 2.1085 7.5845 8.0074 0.0029 0.0035 0.011
O 4.0981 4.3267 8.2005 -0.0103 0.0366 -0.0569
O 9.8144 2.4403 8.1986 0.0085 0.0087 -0.0355
O 11.5356 4.4863 7.9828 -0.0092 -0.0267 -0.0107
O 5.5998 2.4507 7.9271 -0.0242 -0.0068 -0.0264
O 5.7949 7.9036 8.1381 0.0124 0.025 -0.0156
O 11.4699 10.3419 8.0461 -0.0035 -0.011 -0.0335
O 11.2719 10.0896 21.7894 0.0027 -0.01 0.0323
O 3.2522 10.7408 21.4981 0.0538 -0.0239 -0.0019
O 5.7857 7.7726 22.1548 0.0434 0.0248 0.014
O 4.2292 4.4524 21.9499 0.028 -0.0288 0.0055
O 7.6979 9.6807 22.1861 -0.0416 -0.0064 0.0136
O 10.3275 7.6681 22.1659 -0.0088 0.0368 0.0015
O 1.6292 2.4143 22.0969 -0.0183 0.0204 0.0042
O 5.9604 2.4445 21.888 -0.032 0.0058 0.0231
O 8.4445 4.7105 22.1979 -0.032 -0.003 -0.0075
O -0.0671 4.4569 22.0338 0.0387 -0.021 0.0161
O 2.351 7.3734 21.9148 -0.024 0.0101 0.013
O 9.1352 1.8846 21.8587 0.0408 0.0204 -0.0082
Si 1.9482 7.8695 9.5793 0.01 -0.007 -0.0001
Si 5.081 0.6094 17.6592 -0.0025 -0.0005 0.0001
Si 2.5605 5.4405 14.001 -0.0006 -0.0021 0.0039
Si 10.5457 3.979 13.9974 0.0009 -0.0026 0.003
Si 8.3297 2.4137 15.2514 0.0032 0.0011 0.0034
Si 9.5609 2.2482 20.3344 0.0042 0.0012 0.0002
Si 10.6163 3.6309 9.0055 0.0138 0.0277 0.0092
Si 0.0904 2.3862 11.5608 0.0077 0.0036 0.0003
Si 11.0836 8.2074 15.4044 0.0031 0.0041 0.007
Si 5.2401 6.9505 14.0288 0.0011 0.0045 0.0033
Si 5.9669 2.7211 11.1501 0.004 -0.0037 0.0103
Si 8.5878 7.6677 19.3734 -0.0042 -0.0005 -0.0052
Si 8.118 4.8454 20.6121 -0.0014 -0.0008 0.0056
Si 5.9878 9.6276 15.1702 -0.0024 0.0006 0.0003
Si 2.124 7.6521 20.3316 0.0085 0.0067 -0.0099
Si 1.9324 4.9114 18.7674 0.0004 -0.0006 -0.0038
Si 4.507 3.4502 18.0315 0.0019 -0.0014 -0.002
Si 8.5422 8.952 16.8141 0.0006 -0.001 -0.0016
Si 0.886 9.5324 13.2786 0.009 0.0025 0.0046
Si 9.9785 10.6997 11.6642 -0.0054 0.0014 0.0066
Si 5.3548 3.7047 21.0208 -0.0039 0.021 -0.0023
Si 0.6256 5.5677 16.2281 0.0019 0.0017 0.0059
Si 10.844 9.2325 9.0553 0.0152 0.0217 0.0102
Si 6.582 8.8942 21.2833 -0.0089 0.0087 0.0022
Si 7.1867 7.2287 11.4948 -0.0017 0.0069 0.0041
Si 2.7434 0.8231 12.2694 0.0033 0.001 0.0033
Si 10.8955 8.6851 21.0313 -0.0101 -0.0128 -0.0064
Si 6.0833 4.3578 15.6951 0.0053 0.0016 0.0057
Si 7.1634 0.5163 12.9506 -0.0045 -0.0034 0.0009
B 4.8083 3.2518 8.7029 0.0068 -0.0203 0.0165
Si 0.9607 6.8012 11.8886 0.0078 -0.0012 -0.0046
Si 6.4984 9.0805 9.0376 -0.0106 0.0168 0.0054
Si 0.6752 3.3038 21.1327 0.0065 -0.0172 0.0051
Si 9.8488 6.6355 12.8741 0.0023 0.0027 -0.0017
Si 7.9018 4.6331 9.7806 0.0069 -0.0046 -0.0019
Si 4.0144 10.083 20.1968 0.0104 0.0002 0.0026
Si 4.351 3.0729 13.5572 0.0017 -0.0009 0.0037
Si 3.7955 10.2113 9.6948 0.0025 0.001 -0.0041
Si 8.0987 0.8032 18.0081 -0.0009 -0.0027 0.0026
O 11.4783 3.3852 12.8151 -0.0098 -0.0032 -0.0081
O 9.5288 4.5876 9.7788 -0.0034 -0.0223 -0.0184
O 8.806 3.6009 19.8462 -0.0011 -0.0039 0.0173
O 4.1023 -0.0719 18.7758 0.0206 0.0042 -0.0086
O 11.3213 4.6418 15.2591 0.0026 0.019 -0.0003
O 9.913 9.9239 10.2156 0.0223 -0.0009 -0.0039
O 3.8581 1.5621 13.2051 -0.0059 0.0098 -0.0134
O 0.6809 9.1591 14.8531 -0.0176 -0.0157 -0.0204
O 6.5174 1.0485 18.3319 0.0041 -0.0116 -0.0232
O 4.7438 3.1536 19.6231 -0.001 0.0085 0.0029
O 6.3526 1.2249 11.7096 0.0147 0.0076 0.018
O 0.55 8.6647 9.8365 -0.008 -0.0004 -0.0255
O 5.6828 4.3279 17.2865 -0.0128 -0.0171 -0.0178
O 8.549 7.4189 12.3425 -0.0015 -0.0165 -0.0133
O 4.7614 2.939 10.0497 0.0177 0.0052 -0.0099
O 2.1182 5.6372 15.5551 -0.0215 -0.002 -0.0221
O 3.4797 0.2278 10.9547 -0.0006 -0.0084 -0.0041
O 5.994 7.1876 12.5984 0.0109 -0.0039 0.0032
O 2.3077 6.3734 19.3592 -0.0099 -0.0083 0.004
O 0.6715 4.9588 17.7356 0.0215 0.0077 -0.0037
O 8.4951 10.7256 12.3436 0.0066 0.015 -0.0019
O 5.3998 10.1983 9.4624 -0.0075 -0.0268 0.0025
O 0.6084 8.2131 20.1957 0.0143 -0.0015 0.0188
O 9.7892 2.6951 14.6275 -0.0156 0.0129 0.0038
O 2.0543 10.6453 13.2193 -0.01 0.0043 -0.0202
O 10.0053 9.1501 16.1503 -0.0111 -0.0234 -0.0005
O 6.2167 10.3708 13.7285 0.0131 0.0064 0.0089
O 7.5094 1.6142 14.1023 0.0105 -0.0018 -0.0012
O 1.6388 3.9446 20.0188 -0.006 0.0128 -0.0033
O 5.9621 5.8326 14.9975 -0.0134 -0.0032 -0.007
O 7.4132 8.9848 15.6535 0.0033 0.0167 0.0147
O 1.5816 1.7906 11.7059 -0.0024 -0.006 0.0149
O 7.0664 8.4511 10.4256 -0.0021 -0.0103 -0.0145
O 4.328 2.0053 17.2803 0.0213 0.0165 0.0175
O 7.3438 3.2782 10.4815 -0.0143 0.0144 -0.0041
O 11.6478 7.078 16.42 0.0044 -0.0007 -0.0286
O 8.2706 10.1518 17.844 -0.0031 0.0057 -0.0278
O 3.2461 8.7208 10.0542 -0.0174 0.0128 -0.0152
O 7.6223 3.8483 15.5648 -0.0104 -0.021 -0.0078
O 3.1591 4.3242 17.8972 0.0083 -0.0073 0.0239
O 2.9813 3.922 13.6521 0.013 0.0181 0.0059
O 1.4311 8.2506 12.455 -0.0243 -0.0052 0.0081
O 1.2933 5.7209 13.0381 0.0182 0.0229 -0.0023
O 5.0383 8.3426 14.8595 0.0209 -0.0059 -0.0086
O 11.1813 2.4015 20.3284 -0.0074 0.0191 0.0157
O 11.0473 9.9909 12.6668 0.0085 0.0054 -0.0118
O 5.4191 3.5909 12.4261 -0.0059 -0.0281 0.0008
O 5.1174 3.2525 14.9735 0.0111 0.0212 -0.0021
O 6.4865 4.7975 20.5466 0.0043 -0.025 0.0024
O 8.5021 1.5608 16.6246 -0.0148 -0.0005 0.0038
O 10.4858 1.2947 11.48 0.0106 -0.0103 0.0099
O 10.9526 6.6863 11.6671 -0.0051 -0.0013 0.0319
O 3.2651 8.6937 19.8381 -0.0119 0.0003 0.0171
O 1.8011 6.5269 10.5097 -0.0083 0.0315 0.0125
O 7.1739 8.193 19.9609 0.0227 -0.0013 0.0056
O 8.51 7.5997 17.7393 0.0045 0.0234 0.0129
O 3.7556 6.4538 13.6311 -0.004 -0.0159 0.0119
O 9.5394 5.0926 13.3254 0.0254 0.0113 0.0044
O 5.5398 9.9974 20.7444 0.0033 -0.025 -0.0107
O 10.3801 7.4483 14.1611 0.0112 -0.0046 0.0033
O 8.7832 6.1587 19.9373 -0.0039 0.0092 0.0062
O 7.2743 5.8588 10.6292 0.0122 0.0068 -0.0017
O 5.3336 10.5944 16.3351 0.014 0.0015 0.0038
O 9.0848 1.1485 19.2473 -0.0004 0.0135 0.0035
O 11.6741 3.1224 10.1156 -0.0207 -0.0014 0.0004
O 9.748 8.7055 19.8741 -0.0155 -0.0189 0.0047

Results
free energy: -143123.920 eV
free energy less fixed offsets of B -155.45, O -569.03, Si -635.61 eV per atom: -5.900 eV

The program warned: the cutoff lies below the one the program advises for these potential files; the exchange-correlation potential is rough where the density is thin.
